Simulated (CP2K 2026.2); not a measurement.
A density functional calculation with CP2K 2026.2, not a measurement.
Periodic cell of 504 atoms, Si360O144, from a study of silicon, its oxide and their interface. The atomic structure is a simulated model.
Doubt: the forces sum to 3.23 eV/angstrom along one axis rather than to zero, so they err by at least 0.0064 eV/angstrom per atom on average; the grid cutoff is modest.

Settings: functional PBE; method Gaussian and plane waves; basis set DZVP-MOLOPT-SR-GTH; pseudopotentials GTH-PBE; grid cutoff 300 Ry, relative cutoff 40 Ry; k points Gamma only; occupations fixed; spin none; net charge 0.

Cell vectors (angstrom)
a 16.32 0 0
b 0 16.32 0
c -0.5372 0.1089 33.2685

Atoms and the computed forces on them: element, x, y, z (angstrom), force x, y, z (eV/angstrom)
Si 1.101 -1.174 -0.084 0.165 -0.111 0.734
Si 3.77 1.708 -0.082 0.222 -0.296 0.702
Si 1.569 3.958 0.182 -0.156 0.056 0.721
Si 3.89 6.914 0.253 0.187 0 0.687
Si 1.667 -7.207 -0.046 -0.208 0.287 0.742
Si 4.328 -4.267 0.022 -0.237 0.098 0.747
Si 7.163 -1.663 -0.022 -0.269 0.119 0.746
Si 9.188 1.484 0.018 0.238 -0.061 0.756
Si 7.089 3.824 -0.053 -0.176 0.207 0.772
Si 9.906 6.53 0.051 -0.201 0.026 0.773
Si 6.561 9.854 0.071 0.088 -0.166 0.805
Si -6.861 -3.794 0.181 0.015 -0.248 0.724
Si -3.945 -1.546 0.128 -0.099 0.24 0.739
Si -1.061 1.124 0 -0.128 0.095 0.755
Si -4.379 4.158 0.082 0.218 -0.038 0.679
Si -1.668 7.087 0.277 0.055 -0.177 0.803
Si -3.873 -7.01 0.22 -0.166 0.21 0.773
Si -1.691 -3.782 0.009 0.233 -0.209 0.703
Si 2.714 0.008 1.2 -0.023 0.02 -0.059
Si 5.436 2.735 1.249 0.013 -0.004 -0.027
Si 2.696 5.444 1.571 0.009 -0.002 -0.036
Si 5.477 8.203 1.377 0.01 0.029 -0.055
Si 2.712 -5.485 1.242 0.007 -0.019 -0.076
Si 5.507 -2.718 1.303 0.027 -0.01 -0.049
Si 8.101 -0.035 1.398 0.008 -0.003 -0.064
Si -5.552 2.644 1.374 -0.023 -0.004 -0.048
Si 8.212 5.421 1.279 0.003 -0.019 -0.079
Si -5.418 8.104 1.468 -0.003 -0.003 -0.066
Si 8.206 -5.407 1.361 -0.004 0.009 -0.049
Si -5.421 -2.642 1.566 0.002 0.001 -0.036
Si -2.701 0.036 1.316 0.033 0.006 -0.046
Si 0.017 2.693 1.382 0.004 -0.004 -0.063
Si -2.786 5.362 1.393 -0.014 0.006 -0.066
Si 0.031 8.191 1.412 0.009 -0.006 -0.053
Si -2.718 -5.377 1.414 0 0.007 -0.034
Si -0.033 -2.711 1.289 -0.01 0.02 -0.06
Si 1.403 1.325 2.698 -0.001 -0.024 0.04
Si 4.149 4.061 2.748 0.011 -0.018 0.038
Si 1.305 6.812 2.831 -0.013 0.027 0.036
Si 4.068 9.541 2.717 0.004 0.024 0.032
Si 1.354 -4.101 2.606 0.006 0.005 0.002
Si 4.09 -1.337 2.592 -0.02 -0.008 -0.013
Si 6.709 1.342 2.688 -0.004 0.021 0.026
Si 9.478 4.058 2.741 0.006 0.017 0.038
Si 6.851 6.795 2.66 -0.011 -0.021 0.014
Si 9.503 -6.821 2.726 0.014 0.019 0.009
Si 6.838 -4.05 2.735 -0.007 -0.024 0.036
Si -6.807 -1.272 2.823 -0.003 0.009 0.02
Si -4.079 1.367 2.69 -0.003 -0.011 0.013
Si -1.37 4.049 2.717 0.008 0.006 0.021
Si -4.074 6.742 2.817 0.001 -0.013 0.04
Si -1.306 -6.724 2.747 -0.03 -0.016 0.025
Si -4.086 -4.089 2.821 0 -0.011 0.024
Si -1.374 -1.36 2.703 -0.002 0.002 0.037
Si 0.014 -0.016 4.058 -0.013 0.017 -0.013
Si 2.754 2.691 4.07 -0.012 -0.004 -0.012
Si -0.043 5.414 4.119 -0.001 -0.008 0.011
Si 2.722 8.184 4.106 0.012 0.015 -0.016
Si 0.04 -5.387 4.093 -0.003 0.009 0.01
Si 2.727 -2.72 3.962 0.003 -0.004 -0.001
Si 5.388 -0.015 4.057 0.011 0.004 0.013
Si 8.101 2.698 4.064 0.002 0.001 -0.005
Si 5.491 5.453 4.066 0.004 0.003 0.004
Si 8.158 -8.178 4.081 -0.001 -0.01 0.003
Si 5.442 -5.418 4.068 0.015 -0.015 -0.017
Si 8.166 -2.697 4.12 -0.015 -0.003 -0.009
Si -5.411 0.053 4.127 -0.004 0.011 0.008
Si -2.733 2.711 4.078 -0.007 0.008 -0.004
Si -5.469 5.4 4.129 0.003 -0.002 -0.014
Si -2.682 8.17 4.08 0.007 -0.021 -0.026
Si -5.461 -5.471 4.112 0.005 0.001 0.004
Si -2.707 -2.703 4.115 0.009 0.01 -0.016
Si 1.368 -1.323 16.341 -0.001 0.007 -0.004
Si 4.082 1.377 16.368 0.01 0.004 0.002
Si 1.381 4.087 16.348 -0.007 0.016 0.001
Si 4.065 6.788 16.362 -0.004 -0.007 0.001
Si 1.389 -6.806 16.294 0.007 0.012 -0.013
Si 4.086 -4.071 16.328 0.007 -0.004 -0.001
Si 6.804 -1.367 16.354 0.005 0.005 -0.009
Si -6.804 1.329 16.33 -0.02 -0.011 -0.003
Si 6.769 4.079 16.33 -0.011 -0.011 -0.006
Si -6.843 6.756 16.272 -0.007 -0.012 0.007
Si 6.747 -6.828 16.295 -0.002 0.001 -0.014
Si -6.815 -4.097 16.312 0.021 -0.01 -0.004
Si -4.07 -1.349 16.308 0.015 -0.005 -0.002
Si -1.343 1.383 16.347 -0.009 0.018 -0.021
Si -4.079 4.045 16.282 -0.003 -0.006 -0.015
Si -1.318 6.804 16.248 -0.01 0.02 -0.014
Si -4.072 9.58 16.245 0.002 -0.003 -0.014
Si -1.367 -4.064 16.31 0.01 -0.002 -0.003
Si 2.711 0.039 17.739 -0.022 0.015 -0.004
Si 5.431 2.748 17.739 0.011 -0.002 0.028
Si 2.68 5.468 17.751 0.006 0.004 0.018
Si 5.454 8.121 17.721 0.008 0.009 0.015
Si 2.754 -5.468 17.665 -0.03 -0.013 0.016
Si 5.447 -2.731 17.717 0.01 -0.021 0.009
Si 8.172 -0.025 17.726 0.008 0.013 0.016
Si -5.464 2.72 17.665 0.012 0.004 -0.009
Si 8.122 5.419 17.699 0.028 0.023 -0.015
Si -5.471 8.195 17.491 0 0.021 -0.003
Si 8.086 -5.46 17.63 0.014 0.005 0.026
Si -5.427 -2.732 17.639 -0.003 0 -0.004
Si -2.723 0.025 17.679 0.014 -0.01 0.011
Si 0.048 2.722 17.727 -0.003 -0.01 -0.001
Si -2.619 5.368 17.553 -0.007 -0.01 0.008
Si -0.016 -8.123 17.631 -0.026 -0.018 -0.006
Si -2.72 -5.426 17.678 -0.006 -0.017 -0.007
Si -0.014 -2.688 17.658 -0.017 -0.002 0.009
Si 1.367 1.381 19.17 0.009 0.005 -0.008
Si 4.041 4.104 19.12 0.01 -0.019 -0.034
Si 1.254 6.864 19.058 0.012 -0.021 -0.026
Si 4.113 -6.819 19.065 -0.011 0.009 -0.023
Si 1.348 -4.097 18.95 -0.014 -0.004 -0.051
Si 4.096 -1.33 19.049 0.028 -0.002 0.003
Si 6.848 1.399 19.078 -0.008 0.026 -0.028
Si -6.83 4.062 19.041 -0.024 -0.022 -0.008
Si 6.788 6.744 19.13 -0.017 0.011 0.004
Si -6.912 9.411 18.895 0 -0.046 -0.031
Si 6.794 -4.119 19.088 -0.01 -0.006 -0.01
Si 9.546 -1.443 19.049 -0.012 0.006 -0.024
Si -4.099 1.387 19.025 0.019 -0.005 -0.017
Si -1.294 4.096 19.073 0 0.04 -0.005
Si -3.988 6.852 18.662 0.023 0.032 -0.064
Si -1.326 -6.765 19.033 0.002 0.018 -0.022
Si -4.102 -4.079 19.023 0.003 0.01 0.005
Si -1.354 -1.318 19.046 0.016 -0.006 -0.024
Si 0.023 -0.02 20.517 -0.02 -0.026 0.055
Si 2.692 2.779 20.56 0.004 0.009 0.047
Si -0.055 5.539 20.526 -0.019 0.004 0.051
Si 2.616 8.242 20.369 0.008 0.007 0.045
Si -0.012 -5.357 20.415 -0.002 0.002 0.086
Si 2.742 -2.781 20.284 -0.006 -0.017 0.018
Si 5.46 0.03 20.408 0.017 0.028 0.033
Si 8.19 2.741 20.549 0.011 -0.005 0.055
Si 5.385 5.451 20.53 -0.012 0.012 0.067
Si 8.216 8.051 20.47 0.02 0.019 0.053
Si 5.506 -5.536 20.492 0.016 -0.02 0.023
Si 8.205 -2.808 20.461 0.015 -0.012 0.037
Si -5.454 -0.008 20.358 -0.004 0.001 0.045
Si -2.669 2.698 20.376 -0.017 -0.028 0.032
Si -5.311 5.558 19.983 -0.003 0.009 0.025
Si -2.724 -8.244 20.176 0.023 -0.021 0.053
Si -5.593 -5.508 20.157 -0.028 0.023 0.024
Si -2.755 -2.677 20.377 -0.01 -0.007 0.052
Si 1.228 -1.715 21.687 0.014 0.271 -0.697
Si 4.325 1.58 21.783 -0.171 -0.087 -0.741
Si 1.56 4.45 21.85 -0.128 -0.199 -0.734
Si 3.733 6.708 21.699 0.226 0.007 -0.733
Si 1.636 -6.391 21.724 -0.158 -0.199 -0.773
Si 3.935 -4.252 21.66 0.2 0.065 -0.742
Si 7.066 -1.142 21.657 -0.144 -0.174 -0.815
Si -6.979 1.048 21.777 0.129 0.348 -0.725
Si 6.524 3.832 21.847 0.108 0.169 -0.737
Si -6.3 6.948 21.558 -0.288 -0.041 -0.702
Si 7.057 -6.757 21.861 -0.157 -0.113 -0.656
Si 9.286 -4.528 21.715 -0.016 0.16 -0.677
Si -3.905 -1.112 21.701 -0.146 -0.23 -0.736
Si -1.641 1.107 21.781 0.301 0.178 -0.719
Si -3.876 4.408 21.355 0.15 -0.163 -0.629
Si -1.762 6.649 21.79 0.265 0.118 -0.639
Si -4.351 -7.069 21.281 -0.053 -0.01 -0.655
Si -1.157 -3.733 21.705 -0.098 -0.22 -0.78
Si -6.008 2.168 24.552 -0.061 0.06 -0.096
Si 3.894 0.559 -2.985 0.013 0.072 0.01
Si -0.64 -6.09 -4.855 -0.011 0.073 0.051
Si -2.112 -4.226 -2.881 0.042 -0.009 0.103
Si -5.554 -4.341 24.46 -0.026 -0.025 -0.081
Si 2.479 -3.139 -2.191 -0.039 0.025 0.2
Si 0.653 -4.207 -6.92 -0.015 -0.037 0.01
Si -1.453 -1.467 25.861 -0.032 0.101 0.011
Si -6.941 6.866 -7.017 -0.045 0.026 0.029
Si 2.581 -2.464 -5.263 -0.148 0 -0.001
Si -6.524 -4.846 -4.432 -0.018 0.224 -0.022
Si 4.288 -7.244 -4.094 -0.074 -0.021 0.039
Si 2.502 0.027 23.804 0.071 -0.062 -0.036
Si 6.116 -4.682 25.959 0.089 -0.028 0.034
Si 1.147 -0.058 -4.263 0.103 -0.001 0.022
Si 6.968 -7.81 -2.653 -0.117 -0.026 0.005
Si -5.247 4.901 -5.673 -0.072 0.066 -0.02
Si -1.439 -7.982 24.537 0.01 -0.148 -0.195
Si -2.611 2.925 -2.095 -0.091 -0.075 0.137
Si -5.057 0.242 -6.587 -0.109 -0.054 0.079
Si 1.708 -5.992 -2.828 0.06 -0.081 0.051
Si -0.776 4.75 -6.65 0.008 0.148 -0.069
Si -4.946 -5.131 -1.984 0.101 0.012 0.227
Si 6.491 3.525 -6.105 0.041 0.089 -0.098
Si 5.404 7.843 23.991 0.112 0.104 -0.22
Si -6.504 -1.907 -4.691 0.094 0.036 0.064
Si 1.046 -6.627 24.761 -0.032 0.047 -0.041
Si 1.045 4.832 -2.722 -0.015 -0.045 0.06
Si 0.93 2.849 -4.837 0.074 0.018 0.02
Si -3.596 0.921 -4.062 0.08 -0.054 0.01
Si 5.648 5.682 -2.03 -0.049 -0.02 0.152
Si -5.711 -0.267 -2.205 -0.022 -0.079 0.117
Si -6.827 7.297 -2.918 0.112 -0.033 0.064
Si 3.381 4.064 -6.288 -0.09 0.094 -0.01
Si 3.635 5.975 -4.064 0.054 -0.016 -0.095
Si 3.953 -6.702 26.014 -0.038 -0.043 0.018
Si 6.999 5.219 24.617 -0.071 -0.035 0.01
Si -6.965 -6.301 -7.103 -0.018 0.055 -0.029
Si -1.501 5.881 -2.466 -0.145 0.065 -0.074
Si 6.147 -1.221 -2.96 0.1 0.041 0.028
Si -3.981 6.863 -4.037 -0.021 -0.005 0.111
Si -7.885 5.293 -4.822 0.016 0.015 0.065
Si -2.849 -5.429 23.547 -0.065 0.036 -0.089
Si 7.317 -3.345 -4.681 0.068 0.016 0.022
Si 5.574 -2.716 23.917 -0.025 -0.029 -0.149
Si 4.022 -1.046 26.15 -0.068 0.064 -0.046
Si -4.347 -1.706 24.72 -0.007 -0.059 -0.081
Si -1.923 7.56 -6.063 0.01 0.042 -0.002
Si 0.771 3.963 24.864 -0.017 -0.039 -0.176
Si -5.773 4.731 23.54 -0.116 0.079 -0.153
Si -1.46 -1.378 -4.233 -0.006 -0.016 -0.054
Si -4.042 3.914 25.502 0.012 0.023 -0.144
Si -0.242 1.21 24.456 -0.116 -0.139 0.099
Si 5.939 0.783 -5.063 -0.072 -0.012 0.136
Si 1.379 -1.385 5.392 0.009 -0.006 -0.002
Si 4.072 1.338 5.453 0.001 0.004 0.013
Si 1.372 4.057 5.421 0.004 0.003 0.005
Si 4.098 6.802 5.422 0.003 0.001 0.009
Si 1.372 9.55 5.455 -0.003 -0.007 0.014
Si 4.071 -4.051 5.396 -0.007 0.004 -0.001
Si 6.773 -1.347 5.435 0 0.013 0.01
Si 9.504 1.389 5.446 0.009 0.015 0.01
Si 6.801 4.079 5.45 -0.01 -0.006 0.008
Si 9.512 6.793 5.46 -0.004 -0.009 0.006
Si 6.789 -6.803 5.423 -0.005 0 0.009
Si 9.516 12.237 5.459 0.006 -0.004 0.008
Si -4.074 -1.347 5.464 0.007 -0.009 0.008
Si -1.354 1.347 5.419 -0.004 -0.006 0.007
Si -4.085 4.059 5.463 0.001 0.011 0.009
Si -1.368 6.802 5.468 -0.009 0.005 0.017
Si -4.07 -6.817 5.446 0.002 -0.005 0.006
Si -1.337 -4.056 5.458 -0.008 -0.014 0.014
Si 2.711 -0.025 6.791 -0.001 0.002 0.002
Si 5.436 2.714 6.797 -0.003 0 0.006
Si 2.729 5.434 6.776 0.002 -0.003 0.001
Si 5.441 -8.159 6.797 0.003 -0.001 0.002
Si 2.735 -5.41 6.795 -0.005 0.004 0
Si 5.421 -2.712 6.79 -0.003 0.005 0
Si 8.149 0.006 6.792 -0.005 -0.001 -0.001
Si 10.868 2.723 6.824 -0.003 0.008 0
Si 8.158 5.433 6.817 0.007 0.006 0.003
Si 10.885 8.151 6.81 0.007 -0.009 -0.003
Si 8.148 10.871 6.8 -0.003 -0.001 -0.003
Si 10.883 -2.721 6.808 0 0.001 0.003
Si -2.705 0.007 6.81 -0.007 -0.001 0
Si 0.003 2.709 6.786 0.002 -0.001 -0.001
Si -2.733 5.439 6.815 -0.006 0.004 0
Si 0.009 8.17 6.801 0.001 -0.003 0.002
Si -2.711 -5.438 6.792 0.006 -0.001 -0.004
Si 0.028 -2.708 6.804 -0.004 -0.003 -0.001
Si 1.357 1.346 8.149 -0.005 -0.012 -0.001
Si 4.076 4.075 8.151 -0.002 -0.006 0
Si 1.371 6.798 8.144 0.003 0.015 -0.004
Si 4.084 -6.788 8.15 0 0 -0.004
Si 1.373 -4.07 8.169 0.007 0.006 -0.002
Si 4.075 -1.361 8.165 -0.008 -0.006 -0.001
Si 6.797 1.361 8.162 0.012 0.013 -0.005
Si 9.518 4.084 8.183 0.013 0.008 0.003
Si 6.797 6.799 8.162 -0.002 -0.009 -0.005
Si 9.519 9.517 8.159 0.005 -0.002 -0.007
Si 6.785 -4.079 8.148 -0.005 -0.003 -0.004
Si 9.51 -1.359 8.153 0.001 -0.004 -0.005
Si -4.08 1.36 8.165 -0.008 0.001 -0.007
Si -1.355 4.075 8.152 -0.006 0.009 -0.008
Si -4.087 6.794 8.179 -0.001 -0.005 0.007
Si -1.357 -6.797 8.161 -0.012 -0.003 -0.008
Si -4.072 -4.082 8.158 0.002 -0.003 -0.005
Si -1.342 -1.354 8.162 0.004 0.005 -0.001
Si 0.007 0.002 9.529 -0.003 0.005 -0.002
Si 2.719 2.71 9.507 -0.005 0.002 -0.002
Si 0.006 5.439 9.507 0.002 -0.003 -0.003
Si 2.722 -8.155 9.503 0.004 -0.001 0.003
Si 0.004 -5.434 9.516 -0.001 -0.008 -0.004
Si 2.725 -2.715 9.535 -0.002 0 0.004
Si 5.436 0.001 9.521 -0.003 -0.001 -0.004
Si 8.155 2.715 9.528 0.006 0.003 -0.003
Si 5.439 5.433 9.513 -0.001 0.014 -0.003
Si 8.159 8.157 9.521 0.004 -0.009 -0.004
Si 5.437 -5.435 9.52 0.001 0.002 -0.001
Si 8.148 -2.72 9.51 0.001 -0.001 -0.003
Si -5.446 -0.002 9.513 0.008 -0.003 -0.003
Si -2.717 2.722 9.52 -0.008 0.002 -0.001
Si -5.444 5.439 9.541 -0.006 0.003 0.004
Si -2.717 8.161 9.522 -0.002 0 -0.005
Si -5.44 -5.44 9.515 0.005 0.002 -0.004
Si -2.71 -2.72 9.511 0 -0.004 -0.002
Si 1.368 -1.352 10.893 -0.003 0 0.002
Si 4.077 1.36 10.882 0.004 0.004 0.001
Si 1.362 4.074 10.865 0 0.003 -0.001
Si 4.081 -9.519 10.86 0.002 -0.007 -0.003
Si 1.363 -6.798 10.869 -0.006 0.007 0.001
Si 4.082 -4.078 10.89 -0.006 -0.001 0.004
Si 6.794 -1.361 10.881 0.003 -0.003 -0.001
Si 9.516 1.351 10.882 0.007 0.001 -0.001
Si 6.792 4.073 10.882 0.003 -0.003 0.002
Si 9.508 6.795 10.891 0.011 0.005 0.003
Si 6.799 9.522 10.874 -0.001 -0.002 -0.001
Si 9.513 -4.079 10.867 0.002 -0.002 0.001
Si -4.077 -1.358 10.862 -0.005 -0.001 -0.007
Si -1.355 1.363 10.881 0 -0.007 0.002
Si -4.076 4.076 10.888 -0.003 0.011 0.001
Si -1.352 6.798 10.875 -0.008 0.005 0.003
Si -4.081 9.522 10.879 -0.001 -0.007 0
Si -1.351 -4.072 10.879 -0.002 -0.001 0.003
Si 2.725 0.008 12.257 -0.002 -0.003 0
Si 5.437 2.714 12.248 -0.004 0.005 0.004
Si 2.733 5.431 12.216 -0.002 0.012 -0.004
Si 5.433 -8.16 12.223 0 0.002 0.003
Si 2.711 -5.436 12.239 -0.001 -0.012 0.004
Si 5.439 -2.716 12.252 0 -0.003 0.007
Si 8.151 -0.002 12.247 0.003 -0.003 0.006
Si 10.879 2.709 12.238 0.002 -0.007 0.001
Si 8.147 5.428 12.248 -0.001 0.004 0.006
Si 10.874 8.16 12.236 -0.005 -0.003 -0.005
Si 8.155 10.883 12.234 0.007 0.001 0.006
Si 10.872 -2.707 12.215 0.02 0.002 -0.008
Si -2.716 -0.007 12.228 -0.01 -0.002 0
Si 0.008 2.722 12.238 -0.003 0.007 0.007
Si -2.712 5.44 12.241 -0.003 -0.005 0
Si 0.012 8.159 12.231 0.001 0 0.006
Si -2.715 -5.434 12.231 -0.008 0.005 0.006
Si 0.006 -2.712 12.247 0.003 0.007 0.004
Si 1.368 1.376 13.614 -0.004 -0.001 0.006
Si 4.077 4.079 13.6 0 0.006 -0.005
Si 1.389 6.793 13.574 0.017 -0.023 -0.003
Si 4.072 -6.803 13.584 -0.012 0.005 -0.002
Si 1.366 -4.066 13.611 -0.007 0.001 -0.001
Si 4.086 -1.351 13.619 -0.004 0.005 0.004
Si 6.789 1.351 13.618 0.006 0 0.006
Si 9.506 4.052 13.599 0.009 0 0.002
Si 6.771 -9.529 13.59 -0.003 0.004 0.006
Si 9.509 9.516 13.591 0.014 -0.003 0.007
Si 6.798 -4.081 13.605 0.003 -0.001 0.008
Si 9.515 -1.365 13.596 0.008 -0.001 0.007
Si -4.075 1.344 13.587 0.009 -0.005 0
Si -1.349 4.079 13.599 -0.01 0.015 0.009
Si -4.087 6.798 13.59 -0.009 0.013 -0.01
Si -1.346 9.527 13.586 0 -0.004 0.013
Si -4.081 -4.053 13.565 -0.018 -0.001 0
Si -1.35 -1.346 13.603 -0.003 -0.005 0.005
Si 0.005 0.021 14.972 0.004 0.01 0.005
Si 2.734 2.728 14.982 0 0.005 0.003
Si 0.047 5.432 14.933 -0.004 -0.002 -0.001
Si 2.738 8.142 14.952 0 -0.004 -0.002
Si 0.008 -5.432 14.962 -0.003 -0.004 -0.001
Si 2.722 -2.701 14.981 0 -0.002 0
Si 5.435 0.001 15.002 -0.008 -0.007 -0.001
Si 8.145 2.705 14.985 0.006 0 0.002
Si 5.416 5.44 14.971 0.003 0.005 0.004
Si 8.13 -8.171 14.937 0.005 0.007 0.001
Si 5.416 -5.442 14.945 -0.005 -0.008 -0.003
Si 8.155 -2.717 14.967 -0.006 -0.01 0.006
Si -5.441 -0.005 14.95 0.01 0.008 -0.003
Si -2.708 2.696 14.941 -0.002 0.002 0
Si -5.446 5.416 14.936 0.002 0.001 -0.006
Si -2.717 8.166 14.929 -0.018 -0.01 0.002
Si -5.45 -5.404 14.909 0.017 0.006 -0.01
Si -2.721 -2.711 14.942 -0.01 0 -0.004
O 7.053 4.482 -4.914 -0.214 0.287 0.543
O 6.772 -0.101 -3.973 0.615 0.026 -0.031
O -5.355 5.37 -0.442 0.156 -0.205 -0.646
O 2.696 5.563 22.251 0.162 0.052 0.506
O 6.742 -1.052 -1.472 -0.084 0.184 -0.174
O -4.071 -4.996 24.492 0.086 -0.129 0.458
O -8.151 -0.036 22.123 -0.095 0.148 0.099
O 4.534 -3.51 22.977 -0.187 -0.036 0.453
O 4.944 5.268 -3.422 0.34 -0.76 -0.243
O 2.661 2.871 -0.354 -0.174 0.173 -0.446
O -6.696 0.641 -1.308 -0.018 -0.268 -0.041
O 3.798 -3.527 -1.336 0.409 0.148 -0.241
O -0.459 -5.012 -6.054 -0.3 0.128 -0.197
O -3.685 -4.285 -2.521 -0.072 0.569 0.187
O -6.483 -1.322 -3.17 -0.276 -0.134 0.37
O 2.305 0.388 -3.217 -0.116 -0.102 0.172
O 5.881 6.355 24.373 -0.464 -0.287 0.367
O -4.476 -6.436 -1.173 -0.291 -0.281 -0.562
O 2.81 -5.333 22.154 0.083 -0.144 0.648
O -4.697 -1.054 -1.227 0.052 -0.26 -0.052
O 6.536 4.466 -1.452 0.227 -0.29 -0.636
O 4.561 -0.914 -2.872 -0.054 -0.463 0.241
O -5.323 7.589 -3.473 0.142 0.514 -0.223
O -6.528 5.986 22.869 -0.419 -0.141 0.379
O 0.934 3.318 -3.29 0.106 -0.364 0.289
O -6.845 7.306 -1.305 -0.392 0.549 -0.041
O -7.996 -2.761 -0.388 0.149 0.055 -0.229
O 2.414 3.099 -5.43 0.297 -0.463 -0.004
O 7.167 4.443 23.211 0.14 -0.214 -0.016
O 4.488 6.021 -0.961 -0.262 -0.365 -0.076
O -1.901 4.341 -2.262 0.31 -0.055 0.035
O -2.533 7.796 25.594 -0.307 -0.263 -0.13
O -2.756 -8.115 -0.199 0.082 -0.009 -0.274
O 8.161 -5.601 22.28 -0.013 -0.08 0.243
O -4.531 -1.613 23.115 -0.5 -0.491 0.002
O -0.807 -0.074 25.283 0.106 0.026 0.286
O 4.177 7.641 22.961 -0.298 0.256 0.124
O -5.327 -2.916 25.202 -0.092 0.146 0.832
O -6.26 1.312 23.216 0.2 -0.02 0.076
O -5.801 -5.625 -3.239 -0.244 -0.646 -0.1
O 4.896 3.555 -6.298 -0.001 -0.402 0.008
O 6.619 4.145 25.771 0.293 -0.095 -0.035
O 0.973 4.717 -1.118 -0.214 0.267 0.022
O -5.514 6.249 -6.557 0.431 0.009 -0.298
O 3.248 -6.311 -3.263 0.238 0.281 0.255
O -2.733 6.763 -3.013 -0.026 0.386 0.084
O -6.704 4.294 -5.325 -0.079 -0.624 -0.257
O 1.732 -1.08 -5.38 -0.246 -0.002 -0.265
O -2.501 4.113 25.823 0.127 -0.344 -0.344
O -4.593 5.143 24.576 0.562 0.737 0.166
O 3.715 0.837 23.106 0.108 -0.273 0.29
O -3.929 3.244 -1.203 -0.425 -0.129 -0.196
O 1.175 -6.849 -1.558 -0.266 -0.115 -0.243
O -1.861 -6.461 24.243 0.438 0.349 -0.073
O 4.344 -6.878 -5.657 0.049 -0.074 0.137
O 0.008 -0.018 -0.526 0.028 0.184 -0.724
O -6.613 -5.342 25.127 -0.07 -0.239 -0.083
O -3.381 7.595 -5.355 0.008 0.43 -0.352
O -4.797 -0.382 25.495 0.378 0.342 -0.007
O -2.81 -2.63 -0.322 0.043 0.021 -0.267
O 2.157 -1.326 22.983 0.347 -0.292 0.377
O 6.48 -1.74 23.039 0.19 0.089 0.172
O -5.321 -8.147 22.065 -0.143 -0.049 0.649
O 6.352 -2.716 -3.55 -0.395 -0.396 0.276
O -1.284 -4.34 -1.479 0.603 -0.422 -0.173
O 0.018 -7.799 25.249 0.32 -0.419 0.13
O -5.813 -3.392 -4.718 0.476 0.232 -0.052
O -1.939 -4.19 23.063 0.17 0.263 0.582
O -6.548 1.411 25.887 -0.688 0.289 0.222
O 0.09 2.543 25.325 -0.134 -0.1 0.47
O 6.492 -7.515 23.221 0.291 -0.135 0.158
O 0.028 -2.71 22.203 -0.13 -0.167 0.213
O 0.865 3.996 23.255 -0.132 -0.296 0.154
O 1.84 -3.743 -5.913 -0.097 -0.186 0.158
O -4.906 0.743 -3.151 -0.404 0.199 -0.02
O -4.36 3.806 -6.404 0.153 -0.586 0.517
O -2.911 2.294 -3.553 0.086 0.281 -0.437
O 4.229 1.309 -1.596 0.197 0.11 -0.145
O 1.564 -4.46 -2.33 -0.246 0.145 0.431
O -1.296 -1.396 -5.844 0.096 0.193 0.103
O -1.403 7.41 23.201 0.452 0.144 0.122
O -1.679 1.859 -1.314 -0.064 -0.021 -0.205
O -5.921 -4.234 -1.069 0.05 0.066 -0.265
O 7.241 -6.995 -1.295 0.754 0.198 -0.129
O 2.813 7.985 -0.343 0.079 -0.12 -0.718
O 3.405 5.538 -5.605 0.002 0.367 -0.403
O 3.784 7.561 -3.953 -0.244 0.057 -0.119
O -5.018 3.861 22.388 -0.009 -0.385 -0.082
O 5.797 -7.106 -3.512 -0.018 0.633 -0.129
O 8.158 2.658 -0.49 0.059 -0.168 -0.135
O 0.772 -6.296 -4.099 0.265 -0.087 -0.121
O 1.009 -6.825 23.154 -0.517 -0.212 0.135
O -4.02 1.016 -5.615 0.375 0.291 -0.331
O -5.838 -0.852 -5.701 0.072 0.016 -0.239
O 2.843 -2.738 -3.703 0.629 0.132 0
O -2.77 -0.017 22.104 -0.194 0.004 0.047
O 4.651 -5.29 25.652 -0.232 0.47 -0.009
O -0.195 3.733 -5.557 -0.227 -0.265 0.349
O 0.58 1.282 -4.961 -0.364 -0.093 -0.459
O 4.825 -1.843 25.024 0.184 0.213 0.243
O -2.651 -0.368 -3.84 -0.149 -0.203 0.035
O -0.452 -2.732 25.693 0.394 0.063 -0.399
O 2.852 -0.255 25.351 -0.291 0.011 0.09
O -6.11 -4.055 22.966 0.292 0.286 0.024
O 1.691 -1.957 -1.401 -0.133 0.069 -0.287
O -8.077 -4.525 -4.059 -0.477 -0.615 0.28
O -6.709 3.635 24.316 -0.852 -0.051 0.054
O 5.436 2.678 22.296 0.05 0.177 0.095
O 2.511 -6.892 25.347 -0.086 -0.291 -0.304
O -4.423 5.341 -4.357 0.041 -0.506 0.426
O 7.246 -5.826 26.074 -0.144 -0.17 -0.132
O -1.778 -2.848 -3.655 0.125 0.047 -0.238
O -1.087 -7.533 -5.422 0.146 -0.166 -0.273
O -0.125 5.8 -3.305 0.053 0.181 -0.914
O 4.612 1.3 -4.247 -0.34 0.492 -0.221
O 2.408 5.515 -3.163 0.079 0.244 0.556
O -7.981 6.604 -5.794 -0.423 0.354 -0.182
O -2.779 -1.892 25.043 0.322 -0.579 -0.184
O 5.502 -0.123 -6.328 0.311 0.069 -0.225
O 6.821 2.002 -5.655 0.287 -0.311 0.09
O 4.92 -7.835 25.384 0.281 -0.091 0.564
O -3.486 -6.157 22.285 0.182 -0.07 -0.189
O -7.349 -7.781 25.9 0.18 -0.065 -0.396
O 6.517 -3.937 -5.942 -0.269 0.293 0.254
O -2.848 5.456 22.117 -0.005 -0.112 0.233
O 6.53 -3.753 24.704 0.432 0.038 -0.247
O -4.41 2.496 24.787 0.643 -0.271 -0.351
O -0.168 5.137 25.492 0.214 0.693 0.028
O 6.529 7.006 -2.251 0.303 -0.066 0.203
O 1.157 0.89 23.723 0.061 0.299 0.033
O 2.262 4.17 25.471 0.433 0.102 -0.241
O -0.087 -0.831 -3.559 0.018 -0.062 0.523
O -1.241 1.656 23.262 -0.254 0.358 0.25
O -8.004 6.069 25.021 0.134 -0.025 0.002
O -7.412 5.844 -3.38 -0.012 -0.391 0.327
O -7.912 -7.907 -3.404 -0.032 0.509 -0.814
O -6.422 -5.875 -5.656 0.212 -0.436 0.244
O -1.729 -5.488 -3.819 -0.389 -0.209 0.155
O 0.641 -5.117 25.206 0.132 0.349 -0.15
O 5.428 -5.392 -0.422 0.019 0.008 -0.512
O 3.957 -2.206 -6.055 0.414 -0.332 0.098
O -1.029 6.551 -1.093 0.407 -0.175 -0.174
O -1.252 6.087 -5.873 0.064 -0.125 0.276
O -8.022 -2.155 -5.189 -0.15 0.275 -0.389

Results
total energy: -101655.552 eV
total energy less fixed offsets of O -438.25, Si -107.07 eV per atom: -2.352 eV
